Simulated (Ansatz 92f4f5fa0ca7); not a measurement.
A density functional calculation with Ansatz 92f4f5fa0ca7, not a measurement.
Periodic cell of 234 atoms, Si146O88, from a study of silicon, its oxide and their interface. The atomic structure is a simulated model.
Doubt: the cutoff is low for norm-conserving oxygen, so forces and energies are approximate.
Doubt: the program's own warning below bears on the result.
This geometry differs little from another in the collection (a relaxation step or a small displacement).

Settings
functional: HSE06
potential files: SPMS norm-conserving
basis: plane waves
wave-function cutoff: 800 eV
density cutoff ratio: 4
exchange-correlation grid ratio: 1
k mesh: 1 x 1 x 1, Gamma-centred
occupations: fixed
spin: none
net charge: 0

Cell vectors (angstrom)
a	11.6015	0	0
b	0	10.938	0
c	0	0	32.6811

Atoms: element, x, y, z (angstrom)
Si	-0.0014	0.1731	23.9984
Si	3.8848	0.4746	23.4259
Si	7.7943	-0.276	23.92
Si	1.8812	1.5454	24.0036
Si	6.0384	1.347	23.8512
Si	9.5575	1.3178	24.1256
Si	-0.0172	5.5263	24.0955
Si	3.6026	5.44	24.1989
Si	7.6938	5.492	24.1168
Si	1.8096	6.9714	24.2391
Si	5.629	6.6182	23.9082
Si	9.6149	6.8333	24.0366
Si	1.917	2.777	26.0078
Si	5.8033	2.6577	25.9033
Si	9.6155	2.714	26.0268
Si	-0.0526	4.0865	25.9678
Si	3.871	4.061	26.0521
Si	7.6942	4.0777	26.0014
Si	1.9594	8.417	25.9991
Si	5.6982	8.1688	25.7799
Si	9.6911	8.1913	25.9565
Si	-0.0362	9.6407	25.8948
Si	3.898	9.7511	25.622
Si	7.6963	9.4372	25.9072
Si	-0.0286	0.0184	27.856
Si	3.8679	-0.0112	27.7586
Si	7.6966	-0.0442	27.8183
Si	1.9233	1.3409	27.8626
Si	5.7865	1.3436	27.8552
Si	9.625	1.3272	27.902
Si	0.0044	5.494	27.8619
Si	3.8699	5.5001	27.9006
Si	7.6975	5.499	27.8721
Si	1.944	6.8829	27.8374
Si	5.7664	6.8783	27.811
Si	9.6634	6.8221	27.8689
Si	1.9336	2.7345	29.7819
Si	5.8008	2.7345	29.7819
Si	9.6679	2.7345	29.7819
Si	0	4.1018	29.7819
Si	3.8672	4.1018	29.7819
Si	7.7343	4.1018	29.7819
Si	1.9336	8.2035	29.7819
Si	5.8008	8.2035	29.7819
Si	9.6679	8.2035	29.7819
Si	0	9.5708	29.7819
Si	3.8672	9.5708	29.7819
Si	7.7343	9.5708	29.7819
Si	0	0	31.7155
Si	3.8672	0	31.7155
Si	7.7343	0	31.7155
Si	1.9336	1.3673	31.7155
Si	5.8008	1.3673	31.7155
Si	9.6679	1.3673	31.7155
Si	0	5.469	31.7155
Si	3.8672	5.469	31.7155
Si	7.7343	5.469	31.7155
Si	1.9336	6.8362	31.7155
Si	5.8008	6.8362	31.7155
Si	9.6679	6.8362	31.7155
Si	1.9336	2.7345	0.9679
Si	5.8008	2.7345	0.9679
Si	9.6679	2.7345	0.9679
Si	0	4.1018	0.9679
Si	3.8672	4.1018	0.9679
Si	7.7343	4.1018	0.9679
Si	1.9336	8.2035	0.9679
Si	5.8008	8.2035	0.9679
Si	9.6679	8.2035	0.9679
Si	0	9.5708	0.9679
Si	3.8672	9.5708	0.9679
Si	7.7343	9.5708	0.9679
Si	0.0078	0.0074	2.9036
Si	3.8648	0.0065	2.9061
Si	7.7487	0.0112	2.9168
Si	1.9435	1.3726	2.8922
Si	5.7944	1.3415	2.8667
Si	9.6892	1.3444	2.8899
Si	0.0076	5.4729	2.9018
Si	3.8848	5.4546	2.9509
Si	7.7548	5.468	2.859
Si	1.9588	6.8276	2.899
Si	5.8157	6.8418	2.8875
Si	9.6688	6.8391	2.8992
Si	1.9588	2.709	4.838
Si	5.8139	2.6952	4.7761
Si	9.7357	2.5943	4.8843
Si	-0.0119	4.0564	4.8008
Si	3.8932	4.111	4.9499
Si	7.7974	3.9387	4.6481
Si	1.9382	8.2917	4.754
Si	5.8336	8.3025	4.751
Si	9.6346	8.22	4.8275
Si	-0.0192	9.541	4.8129
Si	3.8885	9.6518	4.8978
Si	7.7634	9.7018	4.9362
Si	0.1142	-0.2579	6.8726
Si	3.9736	0.0774	6.9255
Si	7.8287	0.1131	7.0603
Si	1.9151	1.2776	6.7574
Si	5.8483	1.5394	6.839
Si	9.9396	1.3019	6.9739
Si	-0.0517	5.4883	6.6869
Si	3.8014	5.7399	6.7772
Si	7.7502	5.3155	6.4648
Si	1.7973	6.9147	6.6147
Si	5.9451	6.8327	6.5587
Si	9.5434	6.7921	6.719
O	5.5888	2.8408	7.8656
O	1.6496	7.654	8.079
O	6.4991	7.8087	7.7727
O	11.7418	4.598	8.0533
O	7.8044	9.9703	8.3282
O	9.1502	7.6789	8.0795
O	4.1067	10.0784	8.2748
O	10.509	2.285	8.2032
O	7.7822	4.3093	7.7925
O	3.5172	5.4095	8.3991
O	0.2084	9.7774	8.2814
O	1.5731	2.3402	7.975
O	1.7168	7.8069	22.8123
O	1.4947	2.3918	22.6323
O	6.6238	2.3808	22.7015
O	3.5464	8.2893	21.0405
O	5.581	7.2702	22.3862
O	7.9342	9.7364	22.5261
O	3.0584	4.4238	23.0117
O	9.6117	7.731	22.6581
O	0.3995	4.7548	22.6833
O	7.9413	4.642	22.7346
O	4.0911	10.4652	19.1879
O	9.2891	2.3422	22.8581
Si	1.0112	8.6565	9.164
Si	9.2683	10.1248	15.5621
Si	5.5599	-8.5777	18.5718
Si	6.531	3.871	8.7086
Si	2.6434	5.4395	20.0042
Si	1.0177	3.8777	15.9139
Si	1.9698	7.973	21.2291
Si	-0.8657	8.0597	11.5793
Si	11.8833	3.0913	8.601
Si	1.7215	3.9295	22.2362
Si	4.4769	-4.8367	9.5076
Si	-0.9076	3.5567	17.9039
Si	9.3178	2.394	12.8048
Si	-4.5189	8.7696	16.8697
Si	-1.3375	2.0575	15.5776
Si	3.4531	4.5814	14.5504
Si	11.4717	-0.7826	20.9177
Si	7.2315	7.0903	19.3843
Si	-6.9423	-0.3419	17.6738
Si	0.0191	-1.673	14.1847
Si	-1.0026	10.9241	11.9761
Si	15.4891	9.2578	9.6565
Si	8.8718	8.7324	21.6237
Si	7.7621	8.3628	8.609
Si	4.7487	-3.7249	20.9965
Si	18.2344	2.7328	11.4971
Si	-4.6131	-1.565	13.961
Si	13.626	-0.1371	16.0091
Si	0.9866	1.1808	18.7949
Si	3.4292	4.2927	17.3698
Si	2.7881	1.7521	13.5356
Si	8.0024	3.1111	22.2596
Si	19.3981	7.3729	11.6436
Si	5.0479	0.0531	12.1163
Si	3.7687	11.6885	20.2062
Si	11.9882	2.3802	11.5241
Si	8.0534	4.0074	19.3349
Si	5.2455	5.3732	12.1927
O	1.6465	13.2565	12.5265
O	5.7182	-0.7881	13.3348
O	7.5746	-2.4793	12.7941
O	12.2117	3.2171	10.1765
O	8.1387	10.4138	14.4308
O	7.0247	3.0105	9.9622
O	1.0464	-1.8321	20.6031
O	7.4352	7.5101	17.8266
O	1.8013	-6.1711	14.7713
O	3.6882	0.2771	21.7698
O	2.007	4.1014	20.6553
O	9.4303	7.0579	11.6648
O	0.1778	2.5818	18.6116
O	7.5216	7.9963	10.1691
O	6.6907	-2.4578	15.3028
O	8.1401	7.8839	20.4627
O	7.0338	13.9744	18.497
O	2.253	0.9586	14.8377
O	5.3683	1.1258	17.5325
O	1.6348	-4.3008	20.3901
O	8.4362	-12.1978	16.8691
O	10.1208	9.5461	11.3302
O	7.9691	-7.8666	12.3139
O	6.0684	1.229	11.6532
O	4.0717	5.7619	20.7166
O	16.016	7.7275	9.4358
O	16.2827	-0.9386	10.8736
O	2.3843	12.3211	19.6122
O	3.7111	0.7564	12.6687
O	4.0622	4.9249	16.0204
O	9.7361	2.6817	16.9457
O	4.5473	3.5273	18.174
O	1.2495	-1.3867	15.2348
O	2.2412	3.3183	16.8378
O	-4.1687	5.4903	19.5081
O	10.2867	-1.9753	15.0654
O	-1.3872	0.4647	15.7874
O	0.0887	7.8682	10.2653
O	9.9794	-1.362	20.817
O	1.2406	0.4521	17.3354
O	5.8704	16.2229	9.1858
O	8.1854	3.1613	20.687
O	0.0792	-0.376	22.4599
O	11.6158	8.1157	12.9871
O	-0.0124	0.8682	11.0554
O	10.7043	13.9785	12.2744
O	9.2798	2.4991	14.4016
O	5.0096	1.8082	20.0157
O	4.1753	5.7977	11.0537
O	9.5861	4.2588	18.8332
O	5.5544	3.805	12.0098
O	-0.1707	10.6414	13.3401
O	0.1555	13.5877	15.2877
O	2.2899	9.2726	9.9701
O	3.621	3.0375	14.0749
O	5.7223	7.5037	19.7657
O	3.4842	-0.5841	16.5787
O	2.8	-5.5745	18.4028
O	5.8141	-1.4271	17.4957
O	4.3423	5.5082	13.5496
O	6.665	-4.7235	12.0118
O	9.2904	11.801	12.2856
O	-0.0363	-6.3531	16.9533
O	11.6165	0.3337	19.7747

Results
free energy: -55954.873 eV
free energy less fixed offsets of O -447.96, Si -113.29 eV per atom: 5.947 eV
gap between the highest filled and lowest empty level on this k mesh: 1.490 eV

The program warned: the cutoff lies below the one the program advises for these potential files; the model core charge is not resolved on the grid; the forces do not sum to zero within the program's tolerance; the exchange-correlation potential is rough where the density is thin.
